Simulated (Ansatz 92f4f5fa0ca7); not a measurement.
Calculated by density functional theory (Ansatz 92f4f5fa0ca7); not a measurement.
Periodic cell of 272 atoms, Si165O105B2, from a study of silicon, its oxide and their interface. The atomic structure is a simulated model.
Doubt: the cutoff is far below the 930 eV that the study's wrapper takes by default for these files, so forces and energies are approximate.
This geometry differs little from another in the collection (a relaxation step or a small displacement).

Settings
functional: PBE
potential files: Ansatz PAW
basis: plane waves
wave-function cutoff: 580 eV
density cutoff ratio: 5
exchange-correlation grid ratio: 1
k mesh: 1 x 1 x 1, Gamma-centred
self-consistency stop: 5e-08 eV per atom in the density residual
occupations: fixed
spin: none
net charge: 0

Cell vectors (angstrom)
a	11.6015	0	0
b	0	13.3963	0
c	0	0	29.8085

Atoms and the computed forces on them: element, x, y, z (angstrom), force x, y, z (eV/angstrom)
Si	11.5378	0.1877	22.9267	0.0004	0.0023	-0.0018
Si	3.9065	0.1606	23.0398	-0.0032	0.0009	-0.0014
Si	7.656	0.125	23.1432	0.0003	0.001	0
Si	2.0668	3.4602	22.8923	-0.0028	-0.0004	-0.0005
Si	5.9022	3.6868	23.0089	-0.0005	-0.0017	-0.0009
Si	9.7526	3.5381	23.0339	-0.0009	0.0017	-0.0008
Si	11.6586	6.8606	23.079	-0.0038	0.0041	0
Si	3.9503	7.0389	23.1835	0.0016	0.0025	-0.0012
Si	7.7813	6.9006	23.2778	-0.0028	-0.0027	-0.0059
Si	2.0306	10.2452	23.2583	-0.0008	-0.0011	0.0007
Si	5.8531	10.1002	23.2968	-0.0022	-0.0029	-0.001
Si	9.8381	10.0904	23.239	0.0007	-0.0017	0.0013
Si	11.6917	2.3938	23.7623	0.0009	0.0013	0.0004
Si	3.9945	2.4094	23.7626	0.0029	0.0001	0.0013
Si	7.7849	2.4137	23.7813	0.0001	-0.0001	0.0011
Si	2.0274	5.71	23.7068	0.0001	-0.0043	-0.0002
Si	5.8229	5.8086	23.9939	-0.0015	-0.0025	-0.0009
Si	9.7324	5.7305	23.9012	0.0029	-0.0041	-0.0006
Si	11.7494	9.029	24.029	0.0002	0.0009	0.0004
Si	3.9013	9.1381	24.1778	0.001	0.0012	0.0017
Si	7.8432	9.0987	24.0422	0.0017	0.0039	-0.0042
Si	1.9047	12.5141	23.8128	0.0007	-0.0022	0.0014
Si	5.7678	12.3761	23.928	0.002	0.0002	0.001
Si	9.6694	12.4	23.7914	-0.0022	0.0001	0.0009
Si	11.6384	2.2988	26.1753	-0.0006	0.0011	0.0009
Si	3.9109	2.3105	26.1751	-0.0016	0.0011	0.001
Si	7.7551	2.3124	26.1883	0.0007	0.0012	0.0001
Si	1.9734	5.6229	26.147	-0.0003	0.0018	0.001
Si	5.8098	5.6597	26.3271	0.0005	0.0011	0.0013
Si	9.7037	5.6364	26.2649	-0.0003	0.002	0.0011
Si	11.6635	8.9776	26.3531	0.0001	-0.001	-0.0015
Si	3.8809	9.0139	26.4625	-0.0005	-0.0026	-0.0003
Si	7.7889	9.0107	26.3638	0	-0.0041	-0.0011
Si	1.9185	12.3883	26.2113	0	0.0009	-0.0002
Si	5.7931	12.3322	26.2861	0.0001	0.0009	0.0009
Si	9.6795	12.3482	26.1928	-0.0009	0.0011	0.0023
Si	1.9641	1.1997	27.0201	0.0021	-0.0002	-0.0014
Si	5.8233	1.1844	27.0225	-0.0005	-0.0009	-0.0026
Si	9.6901	1.1807	27.0031	-0.0007	0.0008	-0.0021
Si	11.644	4.5116	27.016	0.0005	-0.0023	-0.0019
Si	3.8755	4.5112	27.0389	0.0016	-0.0033	-0.0023
Si	7.7551	4.5197	27.0462	-0.0011	-0.0028	-0.0005
Si	1.9627	7.8128	27.0798	0.0001	0.0013	-0.0007
Si	5.8416	7.8858	27.0933	0.0015	0.0018	-0.0005
Si	9.7123	7.8539	27.0756	-0.001	0.0019	0.0005
Si	11.6085	11.2389	27.0401	0.0006	-0.0008	-0.0008
Si	3.8413	11.2676	27.0772	0	0.0007	-0.0003
Si	7.7564	11.248	27.0617	0.0003	-0.0006	-0.0028
Si	1.9336	1.1164	29.4135	0.0672	0.1868	-0.1695
Si	5.8008	1.1164	29.4135	0.0586	0.1374	-0.1271
Si	9.6679	1.1164	29.4135	0.0742	0.112	-0.2494
Si	0	4.4654	29.4135	0.1279	0.053	-0.1292
Si	3.8672	4.4654	29.4135	-0.0768	0.0349	-0.1161
Si	7.7343	4.4654	29.4135	0.0798	0.0141	0.0214
Si	1.9336	7.8145	29.4135	0.0019	-0.182	0.2789
Si	5.8008	7.8145	29.4135	0.0935	-0.0068	0.4445
Si	9.6679	7.8145	29.4135	0.0788	-0.005	0.182
Si	0	11.1635	29.4135	0.0067	0.1754	-0.0521
Si	3.8672	11.1635	29.4135	-0.0919	0.292	0.2876
Si	7.7343	11.1635	29.4135	0.0363	0.204	0.0495
Si	0	0	0.3944	-0.0827	-0.1299	-0.137
Si	3.8672	0	0.3944	-0.046	-0.1765	0.1506
Si	7.7343	0	0.3944	-0.1535	-0.205	-0.087
Si	1.9336	3.3491	0.3944	0.0942	-0.1426	-0.182
Si	5.8008	3.3491	0.3944	-0.103	-0.0725	0.0709
Si	9.6679	3.3491	0.3944	-0.1535	-0.0521	-0.2438
Si	0	6.6981	0.3944	-0.0492	0.0377	-0.044
Si	3.8672	6.6981	0.3944	-0.0008	-0.1228	-0.1399
Si	7.7343	6.6981	0.3944	-0.0047	0.0464	0.1442
Si	1.9336	10.0472	0.3944	-0.0919	-0.0285	-0.0498
Si	5.8008	10.0472	0.3944	0.1535	0.09	0.0106
Si	9.6679	10.0472	0.3944	-0.008	-0.1589	-0.0305
Si	11.547	-0.048	2.7484	-0.0019	-0.0026	0.0051
Si	3.8201	-0.063	2.7797	0.0027	-0.0035	0.0088
Si	7.6736	-0.0724	2.7523	-0.0033	-0.0028	0.0092
Si	1.9297	3.2848	2.7344	-0.0094	0.0046	0.0099
Si	5.7651	3.2876	2.7807	-0.0032	-0.0039	0.0144
Si	9.6244	3.3088	2.7373	0.0124	0.0065	0.0145
Si	11.5923	6.6552	2.7469	-0.0043	-0.0101	-0.0015
Si	3.8742	6.6286	2.7393	-0.0002	-0.0019	0.0009
Si	7.7341	6.667	2.7783	-0.0007	-0.0025	-0.0013
Si	1.9117	9.995	2.764	0.003	-0.0013	0.0005
Si	5.8258	10.0305	2.772	-0.0016	-0.0007	0.0047
Si	9.6694	9.9752	2.7621	-0.0026	-0.0012	-0.0028
Si	11.5664	2.2047	3.4512	-0.0016	-0.0049	0.0017
Si	3.8257	2.1407	3.5927	0.0121	0.0008	-0.0088
Si	7.7022	2.1422	3.5131	-0.0122	-0.0106	-0.0173
Si	1.9143	5.5089	3.4769	0.001	0.0088	0.0059
Si	5.8064	5.5329	3.5676	-0.0024	0.0064	0.0047
Si	9.673	5.5255	3.534	0.0001	0.0144	0.0061
Si	11.594	8.8626	3.5999	0.0013	0.0033	-0.0017
Si	3.8903	8.8757	3.438	0.0019	0.0005	-0.0036
Si	7.7418	8.8952	3.62	0	-0.0017	0.0025
Si	1.8566	12.2234	3.5633	-0.0064	0.0015	0.0002
Si	5.7453	12.2435	3.6582	0.0018	0.0107	0.0035
Si	9.6084	12.2001	3.5129	0.0058	0.004	0.0035
Si	11.4863	2.162	5.7712	-0.0021	0.008	0.0005
Si	3.8827	1.9348	6.0055	-0.0264	0.003	0.0177
Si	7.4709	1.905	5.8661	0.044	0.027	0.0323
Si	1.915	5.3815	5.8118	0.005	-0.0231	0.0037
Si	5.7933	5.4891	5.9432	-0.0075	-0.0191	0.0044
Si	9.6296	5.3765	5.8903	-0.0031	-0.0411	0.0209
Si	11.5804	8.7229	5.998	-0.0068	-0.0099	-0.005
Si	3.9024	8.8347	5.7549	0.0024	-0.0022	-0.0003
Si	7.7525	8.8857	6.0317	-0.006	0.0013	-0.0008
Si	1.7383	12.1259	5.9443	-0.0019	-0.0034	-0.0033
Si	5.6766	12.3112	6.1414	0.016	-0.0206	0.02
Si	9.5715	12.116	5.8679	-0.0182	-0.0049	-0.004
Si	1.6765	0.9584	6.7169	-0.0003	-0.0095	-0.0008
B	5.6705	0.9459	6.1449	-0.0161	-0.0183	-0.0013
Si	9.5932	0.9482	6.5805	-0.0005	-0.0125	0.0002
Si	11.6006	4.312	6.7331	-0.0044	0.0197	-0.0046
Si	3.8641	4.2486	6.5504	0.012	0.0321	0.0029
Si	7.6816	4.1672	6.5247	0.0182	0.0158	0.0423
Si	2.0357	7.6224	6.5178	0.0091	-0.0126	0.0062
Si	5.8035	7.7661	6.7252	0.0106	-0.0014	0.0001
Si	9.6352	7.5705	6.7606	0.0173	0.0316	0.1033
Si	11.3983	10.9415	6.7967	0.0074	0.0164	0.0241
Si	3.6813	11.0075	6.635	-0.0037	0.0161	0.0069
Si	7.6671	11.1442	6.8867	-0.0007	-0.0078	0.0036
O	9.7657	7.3633	8.4211	-0.0506	-0.0107	-0.0057
O	9.9217	0.8298	8.2206	0.0008	0.0059	0.0083
O	1.0728	0.9414	8.3075	-0.001	0.0023	0.0038
O	3.2783	10.6224	8.1964	0.0044	0.0028	-0.0056
O	5.7894	7.897	8.3924	-0.0023	-0.0009	-0.0067
O	3.7633	4.2198	8.2028	-0.0057	-0.0104	0.0066
O	7.9024	3.9365	8.1566	-0.0494	-0.0009	0.0421
O	0.1413	4.2682	8.4042	0.0001	-0.0028	-0.0049
O	11.0547	10.9077	8.4449	0.0015	-0.0035	0.0063
O	7.8918	11.2093	8.5579	-0.0063	0.0076	0.0066
O	2.3953	7.5059	8.1174	-0.0077	0.0047	-0.0086
O	11.401	0.2153	21.2511	-0.0005	-0.0014	0.0016
O	9.7476	3.6411	21.3697	0.0003	-0.0016	0.0002
O	4.1316	7.549	21.5964	-0.0013	-0.0016	0.0008
O	6.0145	4.1661	21.3941	0.0006	0	-0.0013
O	5.7448	9.7558	21.6623	-0.0006	-0.0006	-0.0012
O	2.1477	3.3886	21.212	0.001	-0.0005	-0.001
O	7.335	13.4544	21.5048	0.0003	-0.0026	-0.0034
O	4.0046	0.1609	21.378	-0.0004	-0.0009	-0.0012
O	7.6876	7.0079	21.6351	-0.0016	0.0016	0.0032
O	2.1232	10.1874	21.6106	0.0006	0.0003	-0.0043
O	11.5406	6.968	21.4186	0.0004	-0.0015	0
O	10.154	9.6543	21.6499	-0.0004	-0.0011	-0.0004
Si	11.6554	6.4566	11.3224	0.0177	-0.0114	-0.0008
Si	1.5477	10.348	16.3064	0	-0.0014	0.0009
Si	0.2907	3.6709	9.9246	0.0006	-0.0128	-0.0044
Si	8.0651	12.8612	20.1825	-0.0035	0.0019	0.001
Si	2.9202	10.4564	9.764	0.0014	0.0069	0.0021
Si	2.5637	10.4005	20.0669	0.0005	0.0004	0.001
Si	10.3447	3.7009	19.852	-0.0007	-0.0002	-0.0005
Si	0.2594	12.8095	17.1427	0	0.0009	0.0002
Si	10.7985	0.6988	19.8006	-0.0019	0	-0.0013
Si	3.1921	7.7588	16.2578	0.0005	-0.0009	-0.0005
Si	0.3246	6.4818	19.9169	0.0002	-0.0016	-0.0005
Si	9.4142	2.5941	14.3754	-0.0014	-0.0008	-0.0005
Si	3	2.4984	11.0928	-0.0095	-0.0011	-0.0093
Si	5.1142	12.0108	15.342	0.001	-0.0014	0.003
Si	4.9306	8.682	20.7174	-0.0004	0.0014	0.001
Si	3.621	-0.5095	11.4716	-0.0036	0.0004	-0.0076
Si	5.6033	8.913	14.8088	0.0002	-0.0004	0.0015
Si	-0.1421	11.3126	9.9892	0.0045	-0.0019	-0.0184
Si	9.435	10.0252	20.2378	-0.0024	-0.0032	-0.002
Si	3.4516	0.0568	19.846	0.0022	-0.0008	-0.001
Si	7.45	4.4511	9.6203	0.0608	0.0121	-0.0228
Si	2.2679	12.3256	14.2013	0.0017	0.0014	-0.0067
B	6.2791	0.0403	11.3879	0.0007	-0.0049	-0.0136
Si	2.7965	2.9069	19.7727	0.0008	-0.0001	-0.0014
Si	5.747	4.4576	13.7438	-0.002	-0.0014	0.0042
Si	7.4768	0.2513	15.6219	-0.0005	0.0012	0.0001
Si	9.6267	11.3865	15.22	-0.0009	-0.0013	0.0006
Si	2.0449	6.542	13.5676	0.0039	-0.0015	0.0015
Si	2.8815	3.5128	14.0628	0.005	-0.0023	-0.0032
Si	11.6801	9.1653	18.4479	0.0016	-0.0006	-0.0032
Si	11.2563	0.8841	9.1718	-0.0011	0.0087	-0.0059
Si	9.102	7.1021	9.8929	-0.0043	-0.0837	-0.0442
Si	8.6979	8.6034	14.5916	-0.0017	0.0008	0.0016
Si	4.8267	7.1361	12.3757	-0.0017	0.0006	0.0038
Si	2.9785	5.6331	18.7692	0.0009	-0.0012	-0.0018
Si	2.5988	7.3948	9.7086	0.003	-0.0005	0.0023
Si	6.3009	8.3961	9.8623	-0.0158	0.0057	-0.0042
Si	4.3529	4.7079	9.6261	-0.005	-0.0037	-0.0103
Si	9.3974	10.5331	12.2923	0.0021	0.0019	0.0008
Si	5.9342	13.0407	17.9727	-0.0002	-0.0009	-0.0008
Si	7.9843	4.9559	18.4031	0.0002	-0.0004	0.0003
Si	8.3286	5.4711	15.2659	-0.0032	-0.0032	0.0033
Si	7.1899	11.2136	10.0466	-0.0028	0.0056	-0.0154
Si	5.3901	4.2045	19.8813	-0.0001	-0.0006	-0.0006
Si	0.7931	1.5138	15.1318	-0.0011	-0.0008	0.001
Si	7.5366	7.5424	20.1186	0.003	-0.0007	-0.0028
Si	7.5774	2.4745	12.0694	-0.0018	-0.0055	0.0143
O	3.5118	6.0564	10.0425	-0.0035	0.0017	-0.0032
O	1.9804	2.653	15.1303	-0.0007	-0.0016	0.0005
O	-0.3078	12.9481	10.1338	-0.0002	-0.0052	-0.0003
O	8.3383	8.9155	19.8474	0.0003	-0.0013	0.0028
O	2.4148	1.3192	19.5302	-0.0004	-0.0004	0.0007
O	8.1559	5.4111	16.8677	0.0002	-0.0004	-0.0004
O	2.7357	11.989	19.714	-0.0013	-0.0011	0.0013
O	7.1776	8.8086	15.1377	0.0028	-0.0006	-0.0012
O	1.227	0.1891	14.2718	0.0002	-0.0018	0.002
O	4.4313	3.841	14.5333	-0.0018	-0.0009	-0.0005
O	4.2915	3.408	10.6398	-0.0008	-0.001	-0.0028
O	10.9687	2.1344	14.6044	0.0014	-0.001	0.0005
O	11.4646	4.8495	10.9849	-0.0002	0.0063	0.0029
O	10.8485	12.0563	16.0807	0.0007	0.0004	0.0012
O	8.9599	6.9574	14.7995	0.0001	-0.0002	-0.0006
O	1.8185	3.2472	10.2764	-0.0006	-0.0053	0.0066
O	8.4667	5.6192	10.0903	0.0083	0.0576	-0.0786
O	11.1356	2.2914	19.5432	-0.0002	-0.0013	0.0004
O	5.4783	7.5456	10.9559	0.0049	0.0004	-0.0055
O	11.395	7.5896	18.8172	-0.0004	0.0005	0.0002
O	7.9116	8.1952	10.0807	0.0313	-0.0381	-0.0005
O	10.241	7.2257	11.0557	-0.0389	-0.0019	-0.0315
O	9.2551	4.1692	14.8472	0.0001	0.0001	0.0013
O	8.8154	11.4806	20.5493	0.0011	-0.0019	-0.0005
O	10.6364	10.5562	11.2017	0.0003	-0.0031	-0.0017
O	8.3721	12.282	15.7639	0.0021	-0.0018	-0.0001
O	4.4408	2.8808	19.8148	-0.0003	-0.0007	0.0006
O	4.655	0.2394	18.7643	-0.0007	0	0.0008
O	10.4564	10.0957	18.9799	-0.0028	-0.0004	0.0028
O	6.8001	0.7097	17.0581	0.0002	-0.001	0.001
O	0.5744	6.7389	12.8604	-0.0029	0.0007	-0.001
O	1.1307	7.1363	10.3264	-0.0004	-0.0015	0.0027
O	3.19	7.1361	12.5486	-0.0013	-0.001	0.0006
O	3.9379	9.5631	19.7763	-0.0008	-0.0006	0
O	6.8123	5.2404	14.6933	0.0027	0.0008	-0.0003
O	0.605	0.9352	16.6467	0.0002	-0.0019	0.0025
O	1.5462	11.775	17.1528	0.0002	-0.0015	0.0001
O	5.4018	8.2985	13.3322	-0.0009	-0.0003	0.0007
O	2.6618	12.2702	12.6301	-0.0025	-0.0016	0.0062
O	6.4648	3.1974	13.0198	0.0032	-0.0029	-0.0008
O	2.7849	9.3138	16.6251	-0.0003	0.0004	0.001
O	5.9855	7.8938	19.7572	0.0004	-0.0009	-0.0006
O	1.9453	6.3985	19.7701	-0.001	-0.0002	0.0006
O	1.4275	9.6901	19.1726	-0.0023	-0.0005	0.0007
O	9.4964	9.7576	15.4879	0.0001	-0.0001	-0.001
O	3.1725	8.8774	10.1893	-0.0065	0.0013	-0.0034
O	9.0074	9.0802	13.0239	0.0004	-0.0028	0.0038
O	2.2183	7.2974	15.0094	-0.0004	0.0003	0.0007
O	9.135	3.8703	18.782	0	-0.0009	0.0011
O	4.7645	7.9463	15.8378	0	0.0004	0.001
O	7.233	0.9103	11.8292	-0.0066	-0.0016	0.0022
O	8.1393	6.3509	19.2145	-0.0028	0.0055	0.0057
O	5.9403	5.0571	9.5307	0.0265	-0.0053	0.0015
O	6.9742	-0.9428	19.0652	0.0002	-0.0007	0.0006
O	11.0702	2.2559	10.0664	0.0066	0.0089	-0.0046
O	9.046	2.5476	12.7826	-0.0051	0.0001	-0.0052
O	9.7403	11.5436	13.5669	-0.0002	-0.0005	0.0011
O	6.5665	4.2211	18.7567	-0.001	-0.0001	0.0015
O	6.0762	10.0061	10.0313	0.0087	0.0005	0.0011
O	1.3879	10.816	10.1563	0.0026	-0.0029	-0.0036
O	5.1772	10.4913	14.7443	0.0007	-0.0002	0.0012
O	1.6205	10.8815	14.7301	-0.0007	-0.0011	0.0016
O	11.3557	13.0583	18.6679	0.0006	-0.0007	0.0007
O	5.3907	11.8802	16.9552	-0.0001	-0.0001	0.0003
O	8.1352	11.0205	11.3734	-0.0021	0.0003	-0.0043
O	11.3093	4.9999	19.6469	-0.0001	0	0.0007
O	8.3628	1.5304	15.1038	-0.0006	-0.0005	0.0001
O	2.4321	4.0544	18.6173	-0.0002	0	0.0002
O	3.8126	11.6286	10.4644	-0.0058	-0.001	-0.003
O	9.1644	0.5776	19.7242	0	-0.0004	0.0012
O	2.8586	2.6128	12.7062	0.0005	0.0007	0.0032
O	3.6238	12.6175	15.0693	-0.0015	-0.0009	0.0004
O	7.5977	3.2	10.627	0.0021	0.0406	-0.0297
O	5.0848	-0.0651	12.0563	0.016	-0.0032	-0.0024
O	4.425	5.4926	19.5269	-0.0005	0.0007	0.0015
O	6.2001	13.0955	14.7193	-0.0002	-0.0005	-0.0016
O	3.0872	6.5755	17.4111	-0.0009	-0.0009	0.0012
O	3.0567	0.8835	10.7684	0.0042	0.0059	0.0054
O	0.2692	9.4363	16.8357	0.0001	-0.0002	0.0009
O	5.2798	5.595	12.6703	0.0027	-0.002	-0.0015
O	2.1663	4.9413	13.8016	-0.0016	0.0026	0
O	6.5169	12.6798	10.2558	-0.0054	-0.0064	0.0207

Results
free energy: -164915.902 eV
free energy less fixed offsets of B -154.04, O -568.88, Si -635.61 eV per atom: 0.228 eV

The program warned: the cutoff lies below the one the program advises for these potential files; the exchange-correlation potential is rough where the density is thin.
